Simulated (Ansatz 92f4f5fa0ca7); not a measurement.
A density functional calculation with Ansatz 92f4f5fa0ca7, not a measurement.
Periodic cell of 223 atoms, Si133O90, from a study of silicon, its oxide and their interface. The atomic structure is a simulated model.
Doubt: the cutoff is far below the 930 eV that the study's wrapper takes by default for these files, so forces and energies are approximate.
This geometry differs little from another in the collection (a relaxation step or a small displacement).

Settings: functional PBE; potential files Ansatz PAW; basis plane waves; wave-function cutoff 580 eV; density cutoff ratio 5; exchange-correlation grid ratio 1; k mesh 1 x 1 x 1, Gamma-centred; self-consistency stop 5e-08 eV per atom in the density residual; occupations fixed; spin none; net charge 0.

Cell vectors (angstrom)
a  10.938  0  0
b  0  10.938  0
c  0  0  32.5251

Atoms: element, x, y, z (angstrom)
Si  0.2915  -0.1696  25.1221
Si  5.2873  0.2634  25.1531
Si  2.8818  2.3089  25.0016
Si  8.0986  3.1863  25.0238
Si  -0.1176  5.9226  25.0206
Si  5.651  5.2746  25.0836
Si  2.4129  8.4315  25.0641
Si  8.2824  7.845  25.0016
Si  1.4347  1.2768  26.5421
Si  6.9129  1.4811  26.32
Si  3.9575  4.0995  26.2308
Si  9.7304  4.2056  26.3317
Si  1.3019  6.9932  26.5242
Si  6.8376  6.7641  26.4764
Si  4.1148  9.5437  26.3355
Si  9.4646  9.5935  26.2055
Si  2.8045  -0.0823  27.8163
Si  8.1852  0.0243  27.6843
Si  0.0255  2.7354  27.7393
Si  5.43  2.7924  27.684
Si  2.6927  5.4857  27.711
Si  8.2613  5.4267  27.7772
Si  -0.125  8.3227  27.7678
Si  5.4702  8.1976  27.7397
Si  4.1018  1.3673  29.1069
Si  9.5708  1.3673  29.1069
Si  1.3673  4.1018  29.1069
Si  6.8362  4.1018  29.1069
Si  4.1018  6.8362  29.1069
Si  9.5708  6.8362  29.1069
Si  1.3673  9.5708  29.1069
Si  6.8362  9.5708  29.1069
Si  0  0  30.4741
Si  5.469  0  30.4741
Si  2.7345  2.7345  30.4741
Si  8.2035  2.7345  30.4741
Si  0  5.469  30.4741
Si  5.469  5.469  30.4741
Si  2.7345  8.2035  30.4741
Si  8.2035  8.2035  30.4741
Si  1.3673  1.3673  31.8414
Si  6.8362  1.3673  31.8414
Si  4.1018  4.1018  31.8414
Si  9.5708  4.1018  31.8414
Si  1.3673  6.8362  31.8414
Si  6.8362  6.8362  31.8414
Si  4.1018  9.5708  31.8414
Si  9.5708  9.5708  31.8414
Si  2.7345  0  0.6835
Si  8.2035  0  0.6835
Si  0  2.7345  0.6835
Si  5.469  2.7345  0.6835
Si  2.7345  5.469  0.6835
Si  8.2035  5.469  0.6835
Si  0  8.2035  0.6835
Si  5.469  8.2035  0.6835
Si  4.1018  1.3673  2.0507
Si  9.5708  1.3673  2.0507
Si  1.3673  4.1018  2.0507
Si  6.8362  4.1018  2.0507
Si  4.1018  6.8362  2.0507
Si  9.5708  6.8362  2.0507
Si  1.3673  9.5708  2.0507
Si  6.8362  9.5708  2.0507
Si  0  0  3.418
Si  5.469  0  3.418
Si  2.7345  2.7345  3.418
Si  8.2035  2.7345  3.418
Si  0  5.469  3.418
Si  5.469  5.469  3.418
Si  2.7345  8.2035  3.418
Si  8.2035  8.2035  3.418
Si  1.3918  1.3495  4.7949
Si  6.8273  1.3742  4.7897
Si  4.0832  4.0886  4.7486
Si  9.5948  4.0907  4.8437
Si  1.3901  6.7955  4.8018
Si  6.8374  6.8586  4.7857
Si  4.1184  9.5625  4.8338
Si  9.5824  9.554  4.6732
Si  2.7209  -0.0419  6.2126
Si  8.2827  -0.0189  6.0285
Si  0.0825  2.7183  6.2247
Si  5.3517  2.667  6.1341
Si  2.8003  5.453  6.1951
Si  8.1877  5.4959  6.1716
Si  -0.0599  8.1802  6.0363
Si  5.5241  8.2392  6.2315
Si  3.887  1.4473  7.6394
Si  9.8654  1.0236  7.4075
Si  1.7549  3.8088  7.5456
Si  6.4714  4.342  7.3009
Si  4.3624  6.6477  7.5438
Si  9.3458  7.124  7.47
Si  1.0681  9.6853  7.394
Si  7.2039  9.4253  7.4521
O  9.5281  6.8528  24.4905
O  4.1389  1.3123  24.5733
O  8.2534  8.2565  8.0027
O  2.8202  2.6503  8.1133
O  6.7372  4.0711  24.8679
O  1.3558  9.6153  24.5536
O  5.4562  5.4719  7.9919
O  0.0097  -0.1035  7.9549
O  7.0829  3.3703  8.4828
O  6.7974  10.3746  8.7354
O  10.1853  6.584  8.8024
O  1.5286  8.7769  8.6863
O  4.4909  0.5907  8.9524
O  1.1784  4.6316  8.8779
O  9.0693  1.5466  8.7667
O  3.7512  7.3386  8.9288
O  7.2085  8.105  23.7476
O  8.7381  3.3291  23.5037
O  5.3505  5.823  23.553
O  2.0139  2.5188  23.5953
O  10.8439  0.8553  23.873
O  0.8691  5.5792  23.7149
O  2.7865  7.4954  23.7428
O  6.0341  10.4566  23.9085
Si  8.1011  0.2571  21.2741
Si  2.0324  6.3477  22.8192
Si  6.2791  6.6108  19.731
Si  11.8744  -2.0669  13.6457
Si  2.7873  -2.7553  18.3996
Si  2.5576  -0.5514  11.7721
Si  -2.1366  -2.984  13.6323
Si  0.7836  1.7693  22.8086
Si  2.1831  6.465  12.2208
Si  0.5845  -3.0903  20.327
Si  8.5207  3.0247  9.1482
Si  -1.3654  3.9963  17.3976
Si  6.7832  2.8757  11.3257
Si  3.7356  0.7204  14.1501
Si  4.9987  -4.3653  17.0041
Si  4.4214  -6.4926  12.1162
Si  0.1947  0.1049  20.6244
Si  5.8328  11.0832  9.8343
Si  5.0773  -1.7555  20.2157
Si  9.3607  3.6455  22.0331
Si  -3.0098  1.5939  16.8206
Si  6.7028  -1.3089  12.4629
Si  -1.9768  4.9277  14.5097
Si  -0.1664  12.1892  17.6432
Si  10.6243  5.1124  9.3518
Si  6.6202  2.7225  21.2089
Si  6.5351  9.3219  22.8799
Si  6.279  -2.9304  14.7405
Si  0.0315  -6.674  12.32
Si  2.5537  8.1037  9.7416
Si  1.9955  -0.5546  16.2347
Si  2.246  2.2672  12.1157
Si  4.8053  5.195  22.1448
Si  -1.6297  -5.1224  20.0655
Si  16.8069  5.1025  14.606
Si  6.3095  0.8065  19.1005
Si  6.8384  1.3218  13.8886
O  5.583  -3.0342  16.2105
O  2.353  -9.9916  11.1472
O  9.2741  0.7384  17.2044
O  -3.2178  6.0733  20.1562
O  5.7537  4.159  11.1899
O  1.3224  0.7927  21.6014
O  1.7688  7.0489  10.7334
O  -1.2867  -5.9642  18.7004
O  14.5724  -0.4338  12.9929
O  5.2679  1.2123  14.2897
O  1.3982  -3.3798  18.9442
O  3.6353  -2.3388  19.7415
O  3.3097  0.1741  15.6124
O  -0.1448  2.8927  17.5092
O  6.5608  0.9852  17.502
O  3.3101  3.3793  11.5975
O  6.2709  1.5456  10.5326
O  0.4608  -1.4907  20.5863
O  5.0373  5.283  16.0049
O  7.3993  0.0396  13.0591
O  5.1619  -0.2622  19.5484
O  5.2066  6.1072  20.8561
O  7.0665  1.336  22.0111
O  8.2716  3.2  10.7422
O  3.7321  -5.0034  12.0521
O  0.2179  0.7704  19.1485
O  -2.7684  3.1311  17.3553
O  0.7164  2.8109  12.0231
O  -0.6488  -2.3774  13.6558
O  12.0639  -1.002  12.4194
O  7.0138  2.5838  12.8943
O  16.9972  6.5867  13.9601
O  -1.24  0.4619  21.3355
O  5.9613  2.2631  19.7797
O  -1.0983  3.9967  13.4735
O  2.4901  9.5036  17.5046
O  5.705  -1.8445  13.669
O  -2.8036  3.3295  20.9589
O  5.262  -1.85  21.8531
O  2.6811  1.8873  13.6587
O  3.1244  9.3222  10.6783
O  5.877  -0.9585  11.0841
O  7.8158  9.7816  21.9915
O  1.3083  -1.5117  15.118
O  7.7364  1.5417  15.2137
O  5.5239  3.7059  21.9362
O  1.9783  -3.3013  13.3417
O  3.5225  -3.9285  17.5296
O  -3.0078  -2.4278  12.326
O  7.3889  4.5076  14.768
O  7.7312  11.1882  19.6897
O  5.9053  -4.8752  18.2521
O  1.3222  7.1012  21.5682
O  9.6026  4.0894  8.59
O  9.6682  4.8719  15.9999
O  -1.1627  -5.8118  21.4816
O  -3.0535  -2.6063  14.953
O  9.0149  6.3456  13.709
O  -0.5291  4.9696  10.9524
O  -0.9023  -3.6744  20.0544
O  6.2667  8.2401  19.6121
O  3.1586  5.2578  22.2826
O  1.233  5.2694  12.789
O  11.8782  0.6008  16.6573
O  -0.1476  2.8745  22.0532
O  4.8896  -6.7279  13.6666

Results
free energy: -135734.546 eV
free energy less fixed offsets of O -568.88, Si -635.61 eV per atom: 0.784 eV

Forces (eV/angstrom), in the order of the atoms: element, x, y, z
Si  0.0143  0.004  -0.0097
Si  -0.004  -0.0025  -0.0108
Si  -0.0028  -0.0073  -0.0055
Si  0.0045  -0.0072  -0.0047
Si  0.0048  0.003  -0.0057
Si  0.0058  0.0068  -0.0158
Si  -0.0062  0.0015  -0.0079
Si  -0.0015  -0.0034  -0.0143
Si  0  0.0004  0.0022
Si  0.0016  0.0112  0.001
Si  -0.0058  -0.0021  0.0047
Si  -0.0015  -0.003  0.0021
Si  0.0001  -0.0002  -0.0003
Si  -0.0027  -0.0039  0.0051
Si  0.001  0.0013  0.0046
Si  -0.0034  0  0.0037
Si  0  -0.0005  -0.0003
Si  -0.0021  -0.0023  0.0035
Si  0.0007  0.002  -0.0014
Si  0.0005  -0.0055  0.003
Si  0.0012  -0.0007  0.0015
Si  0.0028  0.0045  0.002
Si  0.0041  -0.001  0.0049
Si  -0.0009  0.0013  -0.0002
Si  0.4195  0.0921  0.0388
Si  -0.0613  -0.0443  -0.2593
Si  0.0255  0.0884  0.0442
Si  -0.1115  -0.1418  -0.0173
Si  -0.0731  -0.1511  -0.16
Si  -0.1178  0.2253  0.3075
Si  -0.3147  -0.0148  0.426
Si  0.0229  0.1703  -0.2045
Si  0.1681  0.0524  0.0148
Si  0.0858  0.1276  0.0111
Si  0.0089  -0.0002  -0.0285
Si  -0.1432  -0.0892  -0.0237
Si  0.0687  0.0613  -0.0062
Si  0.0885  0.0412  -0.023
Si  -0.1735  -0.1201  -0.0064
Si  -0.0043  -0.1015  0.0124
Si  -0.08  0.0125  0.0084
Si  0.066  -0.0486  0.011
Si  0.0252  -0.0144  -0.0294
Si  -0.0324  0.0197  -0.0562
Si  0.0456  -0.0375  0.0016
Si  -0.0427  0.0688  0.0103
Si  -0.0015  0.0288  -0.0518
Si  -0.0314  0.0319  -0.0267
Si  0.0322  -0.0402  0.0074
Si  -0.0327  0.0206  0.0316
Si  0.0126  0.0603  0.0059
Si  0.0243  -0.0362  0.0189
Si  -0.0353  0.0066  0.0291
Si  0.0324  -0.0415  -0.0025
Si  0.031  -0.0249  0.0163
Si  0.0021  0.002  0.0172
Si  -0.0159  0.0325  0.0239
Si  0.0479  -0.0149  0.0029
Si  -0.0673  -0.1026  -0.0099
Si  0.038  0.0981  0.0269
Si  0.0043  -0.0099  0.0098
Si  -0.0838  0.0037  0.018
Si  -0.0184  0.0963  0.0058
Si  0.0037  -0.0525  -0.0179
Si  0.3409  0.2028  -0.3884
Si  -0.0235  -0.0856  0.1575
Si  -0.2416  -0.0946  -0.2715
Si  0.1037  0.13  0.2671
Si  0.0367  -0.2012  0.1832
Si  0.1016  0.0275  -0.0107
Si  0.1192  -0.0589  0.3082
Si  -0.2831  -0.1662  -0.5606
Si  -0.0012  -0.0044  0.0002
Si  -0.003  0.0005  0.0012
Si  0.0031  0.0045  0.0024
Si  -0.0005  0.0009  -0.0028
Si  -0.0018  0.0023  0.0016
Si  0.0013  0.0005  0.0016
Si  -0.0013  0.0009  -0.0021
Si  0.0016  -0.0008  -0.0029
Si  0.0012  0.0082  -0.0026
Si  0.0012  0.0008  0.0004
Si  0.0038  -0.0017  0.0002
Si  -0.0003  -0.0022  -0.0054
Si  0.0028  -0.0041  -0.0011
Si  -0.0024  0.0016  -0.0004
Si  -0.0027  -0.0019  0.0029
Si  -0.0007  -0.0066  -0.0027
Si  0.0002  -0.0033  0.0059
Si  0.0058  -0.0123  0.0076
Si  0.0051  -0.0029  0.0011
Si  -0.0075  0.009  0.0124
Si  -0.0003  -0.0021  0.0045
Si  0.0004  0.0132  0.0009
Si  -0.0151  -0.0033  0.021
Si  0.0122  0.003  0.0116
O  -0.0026  0.0007  0.0077
O  0.0025  0.0009  0.0055
O  0.0012  -0.0046  -0.0041
O  -0.0054  0.0055  -0.002
O  0.0021  -0.0006  0.0006
O  -0.0011  -0.0008  0.0073
O  0.0101  -0.0113  -0.0072
O  0.0013  0.0006  -0.0069
O  0.0028  0.0039  -0.0057
O  0.0024  -0.0054  -0.0081
O  -0.0019  -0.0017  -0.0011
O  0.0012  0.007  -0.0135
O  -0.0054  0.0057  -0.0082
O  -0.0002  -0.0019  0.0009
O  -0.0007  0.0048  -0.0014
O  0.0001  -0.0005  -0.0022
O  0.0043  -0.0016  0.0083
O  -0.0066  0.0036  0.0107
O  0.0012  -0.0009  0.0146
O  0.0077  0.0036  0.0081
O  -0.0017  -0.0068  0.0062
O  -0.0073  -0.0033  0.0069
O  0.0034  0.0048  0.007
O  -0.0015  0.0009  0.0069
Si  0.0002  0.0028  -0.0018
Si  -0.0034  0.0033  -0.0029
Si  0.0014  0  -0.0021
Si  0.0001  0.0001  0.0009
Si  0.0003  0.0001  -0.0016
Si  -0.0017  0.0012  0.0004
Si  -0.0005  0.0001  0.001
Si  0.0012  -0.0059  -0.0023
Si  0.0021  0.0001  0.0019
Si  -0.0009  0.0005  -0.0017
Si  -0.0042  -0.0047  0.0034
Si  -0.0001  -0.0014  -0.0007
Si  -0.0017  0.0024  0.0012
Si  -0.001  -0.0001  0.0012
Si  0.0005  0.0002  -0.0007
Si  0.0004  0.0003  0.0005
Si  0.0009  -0.0004  -0.0026
Si  0.0008  -0.002  0.004
Si  0.0004  -0.0002  -0.0035
Si  -0.0029  0.0019  -0.0011
Si  0.0006  -0.0005  0.0012
Si  0.002  -0.0016  0.0019
Si  -0.0004  0.0009  0.0015
Si  -0.0006  -0.0004  -0.0005
Si  -0.0004  0.0016  0.002
Si  0.001  -0.0024  -0.0023
Si  -0.0017  0.0038  -0.0022
Si  0.0005  -0.0006  0.001
Si  0.0022  -0.0012  0.0027
Si  -0.0027  0.0028  -0.0018
Si  -0.0003  0.0003  -0.0005
Si  0.0002  0.0001  0
Si  0.002  -0.0014  -0.0044
Si  0.0007  0.0005  -0.0017
Si  0.0005  0.0006  0.0011
Si  0.0005  0  -0.0009
Si  -0.0004  -0.0009  0.0017
O  0.0002  -0.0001  0.0009
O  0.0008  -0.0004  0.0009
O  -0.0001  0.0002  0.0013
O  -0.001  0  0.0019
O  0.0008  -0.0012  0.0019
O  -0.0014  0.0024  0.0056
O  0.0009  0.0011  -0.0014
O  0.0003  0.0001  0.0019
O  0.0007  -0.0008  -0.0007
O  0.0008  0.0005  0.0009
O  0.0005  -0.0002  0.0016
O  0.0007  -0.0001  0.0027
O  0.0002  -0.0002  0.0012
O  0.0002  -0.0002  0.0011
O  0.0001  -0.0002  0.0015
O  0.0002  -0.0001  0.0013
O  -0.001  -0.0022  -0.0006
O  0.0007  -0.0007  0.0021
O  0.0004  -0.0003  0.0009
O  0  -0.0001  0.0006
O  0  -0.0008  0.0021
O  -0.0012  -0.0016  0.0047
O  0.0001  -0.0001  0.0018
O  0.0028  -0.0001  -0.006
O  -0.0002  0  0.0013
O  0.0004  -0.0003  0.003
O  0.0001  -0.0002  0.0011
O  -0.0001  -0.0003  0.0013
O  -0.0007  0  0.0004
O  0.0009  0.0004  0.0001
O  0.0005  0.0001  0.0002
O  0.0004  -0.0001  0.0008
O  -0.0004  0.0001  0.0029
O  0.0003  0.0006  0.0026
O  0.0002  -0.0002  -0.0002
O  0.0008  -0.001  0.0021
O  0  0.0001  0.0001
O  0.0017  -0.0002  0.0026
O  0.0024  0  0.0061
O  -0.0003  0.0001  0.0006
O  -0.0003  -0.0024  -0.0014
O  -0.0007  0.0017  -0.0013
O  -0.0015  -0.0041  0.0045
O  0.0002  -0.0002  0.0015
O  0.0004  0.0002  0.0003
O  -0.0016  0.001  0.0021
O  0.0006  -0.0007  -0.0001
O  0  -0.0004  0.0012
O  -0.0004  0.0004  0.0013
O  0.0004  -0.0006  0.0005
O  0.0006  -0.0005  0.0016
O  0.0005  0  0.0024
O  0.0023  -0.0028  0.005
O  -0.0013  -0.001  0.001
O  0.0003  -0.0004  0.0001
O  0.0013  -0.0017  0.0031
O  0  0.0001  0.0005
O  0.0008  -0.0008  0.001
O  0.0004  0.0012  -0.0044
O  0.0008  -0.0004  0.0019
O  -0.0002  0.0003  0.0025
O  -0.0008  -0.0002  0.0024
O  -0.0012  -0.0006  0
O  0.0009  -0.0005  0.0008
O  -0.0003  0.0004  0.0008
O  0.0003  -0.0003  0.0003

The program warned: the cutoff lies below the one the program advises for these potential files; the forces do not sum to zero within the program's tolerance; the exchange-correlation potential is rough where the density is thin.
